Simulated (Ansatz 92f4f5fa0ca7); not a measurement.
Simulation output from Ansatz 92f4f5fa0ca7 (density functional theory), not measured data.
Periodic cell of 252 atoms, Si132O88H32, with a vacuum gap, from a study of silicon, its oxide and their interface. The atomic structure is a simulated model.

Settings: functional r2SCAN; potential files Ansatz PAW; basis plane waves; wave-function cutoff 800 eV; density cutoff ratio 5; exchange-correlation grid ratio 1; k mesh 1 x 1 x 1, shifted by 0.5 0.5 0 of a step; self-consistency stop 1e-11 eV per atom in the density residual; occupations fixed; spin none; net charge 0; applied field sawtooth along c, amplitude +0.015 V/angstrom in the program's sign convention, ramp centred at 0.9887 of c and 0.0226 of c wide, no dipole correction.

Cell vectors (angstrom)
a  10.887  0  0
b  0  10.887  0
c  0  0  44.3105

Atoms: element, x, y, z (angstrom)
Si  -0.3799  0.1532  30.5718
Si  3.1754  2.3261  30.5541
Si  -0.3165  5.5583  30.5771
Si  2.9452  7.9232  30.8962
Si  5.1299  -0.1295  30.7873
Si  8.2187  2.4338  30.6604
Si  5.0515  5.5705  30.6516
Si  8.4705  7.8806  30.6115
Si  1.3637  1.3019  31.7281
Si  4.0762  3.9498  32.0282
Si  1.2731  6.6884  31.9405
Si  4.0205  9.4173  32.2777
Si  6.7304  1.1819  31.9576
Si  9.4019  4.0464  31.9208
Si  6.7974  6.7147  31.8151
Si  9.5571  9.4235  31.9965
Si  0.0088  2.6796  33.179
Si  2.6108  0.0176  33.3483
Si  0.0322  8.1102  33.3538
Si  2.6597  5.3341  33.3122
Si  5.4724  2.6311  33.3489
Si  8.151  -0.1049  33.3229
Si  5.5245  8.0459  33.3667
Si  8.0954  5.4055  33.2972
Si  1.3049  4.0128  34.6631
Si  4.0391  1.3444  34.6786
Si  1.3363  9.5032  34.7171
Si  4.0741  6.7124  34.6498
Si  6.8023  4.0297  34.6856
Si  9.5438  1.32  34.5943
Si  6.8187  9.4594  34.7202
Si  9.4851  6.773  34.6507
Si  -0.0272  -0.0126  36.0338
Si  2.7038  2.7098  36.0424
Si  -0.0296  5.4204  36.0031
Si  2.7484  8.1414  36.0119
Si  5.4263  -0.0227  36.0104
Si  8.203  2.6905  35.9999
Si  5.4307  5.3865  36.0303
Si  8.1815  8.1325  36.0677
Si  1.3524  1.344  37.3855
Si  4.0699  4.0748  37.4005
Si  1.3399  6.8054  37.3541
Si  4.0811  9.5286  37.3802
Si  6.8082  1.3512  37.3556
Si  9.5274  4.0704  37.3811
Si  6.7885  6.7732  37.3777
Si  9.519  9.529  37.4092
Si  0.0196  2.7321  6.9277
Si  2.7272  0.0112  6.9467
Si  0.0213  8.1978  6.9472
Si  2.7103  5.4696  6.9144
Si  5.4657  2.7285  6.9272
Si  8.1681  0.0213  6.9425
Si  5.4544  8.1829  6.904
Si  8.1823  5.4542  6.9302
Si  1.3758  4.1009  8.2796
Si  4.0853  1.4007  8.2916
Si  1.3672  9.5693  8.3345
Si  4.0366  6.8927  8.2396
Si  6.8358  4.0994  8.2827
Si  9.5561  1.386  8.2912
Si  6.8131  9.5304  8.2734
Si  9.5308  6.8473  8.2919
Si  0.0304  0.0739  9.7041
Si  2.7302  2.7729  9.6785
Si  0.044  5.4996  9.6094
Si  2.7241  8.225  9.7044
Si  5.4472  0.0102  9.5952
Si  8.2415  2.7652  9.6534
Si  5.4309  5.5418  9.5011
Si  8.1907  8.2293  9.6754
Si  1.3792  1.4451  11.1179
Si  4.1035  4.2613  10.8893
Si  1.352  6.8368  11.0403
Si  4.0789  9.6429  11.0345
Si  6.8542  1.3412  10.8951
Si  9.6301  4.1694  10.9981
Si  6.7286  6.8609  10.9127
Si  9.5658  9.5997  11.0666
Si  0.1205  2.9264  12.507
Si  2.7664  0.097  12.5103
Si  0.033  8.2079  12.4444
Si  2.807  5.5674  12.3967
Si  5.521  2.8453  12.0332
Si  8.2026  0.1163  12.4065
Si  5.4541  8.2677  12.3346
Si  8.1407  5.5254  12.1913
Si  1.8318  4.0297  13.8756
Si  4.0774  1.8281  13.4943
Si  1.5956  9.3461  13.8188
Si  3.8994  7.1883  13.7249
Si  7.0777  3.8585  13.4458
Si  9.3747  1.7433  13.6792
Si  7.0064  9.4084  13.6659
Si  9.162  7.0981  13.5675
Si  28.3343  -10.2656  18.5285
Si  -3.0721  -1.3561  25.99
Si  4.1975  15.3742  25.3764
Si  20.6249  16.1045  22.8979
Si  12.9231  0.2128  26.3243
Si  9.6894  3.668  17.8602
Si  -2.15  16.0805  20.0234
Si  14.0913  22.6768  22.0165
Si  -13.9793  12.6726  27.9068
Si  0.5941  7.4443  22.454
Si  6.0856  3.4691  20.0084
Si  13.5083  -1.9747  27.9934
Si  3.8765  15.1298  28.2805
Si  0.2623  22.0921  15.9443
Si  11.2026  0.7304  21.1129
Si  3.8155  -0.363  19.4347
Si  -9.8474  15.6919  27.8796
Si  9.3736  7.6026  24.3223
Si  -7.2476  18.2705  25.7469
Si  5.5011  22.096  15.7103
Si  9.4888  22.5757  18.4319
Si  16.62  -16.1842  15.7067
Si  21.2515  18.0778  18.2283
Si  -5.5117  2.8352  23.0701
Si  -9.6056  30.6193  20.0026
Si  -0.7616  0.1082  27.5638
Si  -10.1275  7.2934  26.3995
Si  -6.826  14.8509  17.8019
Si  -3.4292  1.4917  25.0194
Si  12.588  35.5937  25.598
Si  13.9123  -20.6876  16.9942
Si  12.1616  15.7343  16.9384
Si  -2.2687  -15.5356  16.3047
Si  -4.0606  20.5754  28.597
Si  13.6176  -1.5989  23.9126
Si  10.1864  13.0804  23.6508
O  -0.249  -0.393  29.0285
O  -1.1763  -6.8532  19.4432
O  11.2341  -6.2011  29.3446
O  -8.9038  10.0516  25.1088
O  -1.35  6.7423  30.0474
O  -2.9647  8.7748  29.3601
O  16.7825  3.3464  21.6211
O  -8.2367  12.5386  25.9381
O  13.5414  4.7505  17.7672
O  15.9922  4.0202  24.1331
O  14.8612  30.2497  24.5804
O  -11.988  25.4112  23.0775
O  4.0235  6.8093  30.4073
O  7.6433  13.7185  29.148
O  -2.0448  4.8051  17.0609
O  8.0771  0.0495  18.7784
O  2.7468  -2.6394  14.2587
O  1.7676  12.302  21.4365
O  -4.6338  20.8325  15.0306
O  4.1095  0.5038  20.7547
O  9.2554  -3.3726  17.0878
O  20.929  19.0028  22.9089
O  18.097  4.6375  19.7204
O  2.8705  -1.6948  19.7085
O  2.9907  13.771  14.1581
O  11.8561  14.3562  26.9571
O  11.1993  3.5956  17.3005
O  33.3272  -8.4717  24.4757
O  3.7888  2.5081  17.128
O  1.1535  8.4277  27.4778
O  -6.739  11.938  30.247
O  8.1394  -2.5963  14.0811
O  1.5135  15.6556  15.3218
O  15.4062  -15.7089  25.5421
O  -10.0909  9.8793  15.1598
O  -0.5086  1.1324  19.7653
O  10.3858  -0.0133  17.3417
O  2.835  10.464  27.5746
O  -8.2355  14.9999  25.0239
O  18.9755  8.406  24.8604
O  30.9444  20.7996  26.8153
O  17.0846  -6.4188  14.6597
O  20.2495  12.4148  27.6522
O  5.356  21.3062  18.8655
O  35.791  21.3084  22.8614
O  8.1927  13.7083  14.0905
O  -15.3831  0.8931  16.9322
O  -12.3468  -4.7157  14.8988
O  9.0096  12.5896  24.6271
O  17.601  -1.827  27.1012
O  1.0692  29.2979  20.9127
O  0.2188  16.8559  27.1286
O  0.6277  20.9284  20.8871
O  1.5968  12.0896  16.2554
O  -6.9101  -8.8531  22.8613
O  15.5542  14.7488  19.3046
O  28.8006  17.3463  16.1427
O  8.8197  16.3331  21.5986
O  9.0528  13.0882  17.7251
O  -0.3779  18.7108  25.432
O  3.7654  -2.8546  27.2362
O  22.1297  16.7409  22.7497
O  6.5182  23.7219  23.7939
O  3.1397  3.0195  29.0671
O  -1.4645  12.2464  30.4311
O  -10.353  6.1721  17.5075
O  10.0983  1.1227  15.0122
O  -1.4915  17.4398  19.3886
O  -6.2823  6.5526  15.0608
O  2.8275  0.4998  18.4803
O  7.2107  -0.0859  25.2154
O  -6.9029  10.8949  16.2254
O  -6.3971  3.8167  26.8398
O  5.0911  4.8806  29.1507
O  -12.7464  27.7972  24.1236
O  6.4685  12.8959  19.3791
O  2.5723  8.8022  29.5825
O  -14.5702  22.1438  28.4396
O  0.3572  -2.4119  18.7067
O  -5.6378  1.4525  14.5863
O  -16.2717  -12.0211  29.525
O  0.4993  22.2248  26.6653
O  -5.7482  4.8106  16.9702
O  2.0912  28.7069  25.5685
O  10.3349  12.0019  22.435
O  -8.2778  5.2597  28.0366
O  12.6528  8.2046  23.2359
O  -3.7321  13.1012  26.4678
H  0.5475  2.1824  38.3179
H  2.1868  0.5351  38.3179
H  4.9064  3.2679  38.333
H  3.2587  4.907  38.333
H  2.1721  5.9942  38.2866
H  0.5407  7.6493  38.2866
H  3.264  10.3551  38.3126
H  4.9112  8.7152  38.3126
H  5.997  2.1835  38.2881
H  7.6391  0.5386  38.2881
H  8.7174  4.9037  38.3136
H  10.3615  3.261  38.3136
H  5.9896  7.6173  38.3101
H  7.6326  5.9743  38.3101
H  10.3582  8.7249  38.3416
H  8.7058  10.3593  38.3416
H  -0.8145  3.5415  5.9953
H  0.8246  1.8938  5.9953
H  1.8927  0.8202  6.0143
H  3.5442  -0.8153  6.0143
H  -0.8179  9.0018  6.0148
H  0.8205  7.3539  6.0148
H  1.8781  6.2808  5.9819
H  3.5215  4.6374  5.9819
H  6.2769  1.8963  5.9948
H  4.6292  3.5354  5.9948
H  7.3372  0.8338  6.0101
H  8.9813  -0.809  6.0101
H  4.6243  8.9963  5.9715
H  6.2533  7.3387  5.9715
H  7.3381  6.253  5.9978
H  8.9923  4.6209  5.9978

Results
free energy: -135124.270 eV
free energy less fixed offsets of H -15.71, O -570.45, Si -639.56 eV per atom: -0.030 eV

Forces (eV/angstrom), in the order of the atoms: element, x, y, z
Si  0.0018  0.0001  0.0378
Si  -0.0038  -0.0045  0.0335
Si  -0.0012  0.0061  0.0325
Si  0.0019  -0.0015  0.0238
Si  -0.0052  0.0015  0.0238
Si  0.0081  -0.0035  0.0299
Si  0.0017  0.004  0.0314
Si  0.0018  0.0038  0.0256
Si  -0.0013  0.0024  -0.0177
Si  -0.005  -0.0017  -0.0167
Si  0  0.0008  -0.0151
Si  -0.0032  -0.0038  -0.0196
Si  0.0018  -0.0031  -0.0068
Si  -0.0024  -0.0048  -0.0197
Si  0.0005  0.006  -0.0163
Si  -0.0028  -0.001  -0.0227
Si  0.014  -0.0028  0.0066
Si  -0.0012  -0.0028  0.0095
Si  0.0012  0.0038  0.0087
Si  -0.0002  -0.002  0.0053
Si  0.0023  0.0049  0.0127
Si  -0.0031  -0.0089  0.006
Si  0.0054  0.0047  0.012
Si  -0.0025  0.0036  0.0067
Si  -0.0029  -0.009  0.0097
Si  -0.029  -0.021  0.0204
Si  0.0053  -0.0081  0.0113
Si  -0.016  0.0057  0.019
Si  -0.0023  -0.0048  0.0146
Si  -0.0098  0.0006  0.019
Si  -0.0008  0.0038  0.012
Si  -0.0004  0.016  0.025
Si  0.0168  0.005  0.1931
Si  -0.0152  0.0191  0.1831
Si  0.0371  -0.0166  0.1782
Si  -0.0015  -0.0028  0.1658
Si  0.0438  -0.0116  0.175
Si  0.0093  -0.023  0.1758
Si  0.006  0.0199  0.2054
Si  -0.0072  -0.0111  0.1776
Si  -0.02  0.0038  0.3327
Si  -0.0613  -0.0933  0.3813
Si  0.1239  -0.0747  0.1683
Si  0.0621  -0.1879  0.3544
Si  0.0446  -0.0383  0.1605
Si  0.0266  -0.0557  0.3028
Si  0.0789  0.0132  0.3421
Si  -0.0035  -0.0579  0.3859
Si  -0.0152  -0.0028  -0.3442
Si  -0.0179  0.1016  -0.1934
Si  -0.1499  0.0867  -0.1761
Si  -0.0131  0.0259  -0.3532
Si  -0.0522  0.0788  -0.2448
Si  0.0786  0.0097  -0.2599
Si  -0.1002  0.0966  -0.4393
Si  0.0233  0.0928  -0.2964
Si  -0.0008  0.005  -0.1873
Si  -0.0346  0.0204  -0.1743
Si  -0.0392  0.0341  -0.1824
Si  0.0015  -0.0056  -0.1938
Si  -0.0136  0.0006  -0.1756
Si  0.0139  -0.033  -0.1797
Si  0.0039  0.0049  -0.186
Si  -0.0093  0.0082  -0.1697
Si  0.0041  0.0133  -0.003
Si  0.0141  -0.0054  -0.0229
Si  -0.0021  0.0041  -0.0086
Si  0.0093  -0.0126  -0.0253
Si  0.0181  0.0161  -0.0124
Si  0.0045  0.0128  -0.0233
Si  0.016  0.0058  -0.0081
Si  0.0027  -0.0147  -0.022
Si  -0.0086  0.0014  -0.0026
Si  0.0051  0.0032  -0.0111
Si  -0.0007  -0.0108  -0.0079
Si  0.0097  0.0051  -0.0091
Si  -0.0073  -0.0032  -0.0108
Si  0.0015  0.0029  -0.0047
Si  -0.0011  -0.0038  -0.0019
Si  -0.0045  0.0103  -0.0127
Si  -0.0007  -0.002  0.0152
Si  0.0003  0.0046  0.0134
Si  -0.0012  0.0001  0.0115
Si  0.007  0.0035  0.0133
Si  0.0007  0.0017  0.0143
Si  0.0039  0.0019  0.0146
Si  0.0045  -0.0031  0.0095
Si  -0.0016  0.0024  0.0119
Si  -0.0028  0.004  0.02
Si  0.011  -0.0023  0.0192
Si  -0.006  0.0033  0.0094
Si  0.006  -0.0054  0.0075
Si  -0.0039  0.0058  0.0087
Si  0.0066  -0.003  0.0192
Si  -0.0031  0.0052  0.0137
Si  0.0031  -0.0093  0.0151
Si  -0.0019  0.0019  0.0388
Si  -0.0028  0.0035  0.0405
Si  -0.006  0.0028  0.0391
Si  0.0064  -0.0005  0.042
Si  -0.0026  -0.0015  0.0395
Si  -0.0032  -0.0038  0.038
Si  -0.0053  0.0026  0.0498
Si  -0.0005  -0.0031  0.0451
Si  0.0001  -0.002  0.0467
Si  -0.0033  0.0028  0.0455
Si  0.0044  0.0013  0.0473
Si  -0.0017  -0.0013  0.0622
Si  0.001  -0.0028  0.0463
Si  -0.0003  0.0069  0.0438
Si  0.0049  0.0043  0.049
Si  -0.0036  -0.0023  0.0449
Si  -0.0007  0.002  0.0439
Si  -0.0041  0.0102  0.0407
Si  -0.0027  -0.0017  0.0325
Si  -0.0014  0.0034  0.0539
Si  0.001  0.0046  0.0447
Si  0.0058  -0.0051  0.0434
Si  0.004  0.0077  0.0454
Si  0.0014  0.0008  0.052
Si  -0.0006  -0.0025  0.0405
Si  0.0012  -0.0015  0.0407
Si  0.0052  -0.003  0.038
Si  0.0047  -0.0051  0.0398
Si  -0.0017  -0.0066  0.0449
Si  0.0026  0.004  0.0448
Si  0.0023  -0.0019  0.0455
Si  -0.0058  0.003  0.0529
Si  0.0069  -0.0035  0.0435
Si  0.0003  -0.0048  0.0387
Si  0.0021  -0.0034  0.051
Si  0.0024  0.0006  0.0521
O  -0.0026  0.0015  -0.0324
O  0.0026  -0.0073  -0.0278
O  0.0078  -0.0028  -0.0233
O  0.0051  -0.0104  -0.0282
O  0.0024  -0.0037  -0.0047
O  -0.0101  0.0087  -0.0232
O  0.0063  0.0048  -0.044
O  0.0009  0.003  -0.014
O  -0.0021  0.0018  -0.019
O  0.0079  -0.0095  -0.0262
O  -0.0053  0.0088  -0.0174
O  -0.0022  0.0079  -0.0142
O  0.0005  -0.0061  -0.0056
O  -0.0034  -0.0028  -0.0208
O  -0.0039  0.0111  -0.0183
O  -0.0004  0.0013  -0.0152
O  -0.0008  0.0021  -0.0116
O  -0.0045  -0.0019  -0.0175
O  0.0093  -0.0099  -0.0266
O  0.0058  -0.0082  -0.0303
O  -0.0086  -0.0049  -0.0254
O  0.008  -0.0014  -0.0228
O  0.0006  -0.001  -0.0075
O  0.0039  0.0039  -0.0162
O  -0.0009  -0.0008  -0.0142
O  0.0031  -0.0081  -0.0225
O  0.0092  0.002  -0.0167
O  -0.0132  -0.0043  -0.0252
O  -0.0031  -0.0056  -0.0152
O  -0.0046  -0.0046  -0.0201
O  0.0037  0.0017  -0.0089
O  -0.0021  0.0045  -0.0143
O  0.0087  -0.0085  -0.0434
O  -0.0008  -0.0025  -0.0105
O  0.0109  -0.0127  -0.0344
O  -0.0137  -0.002  -0.034
O  0.0114  -0.0032  -0.0282
O  -0.0022  0.0044  -0.0187
O  -0.0001  -0.0007  -0.0141
O  0.0056  -0.0093  -0.0182
O  -0.0067  -0.0061  -0.0168
O  0.009  -0.0073  -0.0223
O  0.0014  -0.0003  -0.0127
O  0.0082  0.002  -0.0197
O  0.0016  0.0132  -0.0243
O  -0.0001  0.0022  -0.0112
O  -0.0065  -0.0047  -0.0358
O  0.0053  0.0086  -0.035
O  0.0093  0.0047  -0.0185
O  0.0043  -0.0006  -0.0244
O  0.0043  0.0078  -0.0321
O  -0.0014  0.0079  -0.0145
O  0.0009  -0.0043  -0.0182
O  -0.0072  -0.0022  -0.0203
O  -0.0041  -0.0062  -0.021
O  -0.0094  0.003  -0.0288
O  -0.0052  0.0002  -0.0159
O  -0.0083  -0.0014  -0.0377
O  0.0004  0.0018  -0.0216
O  -0.0109  0.0001  -0.0268
O  0.0011  -0.0065  -0.0205
O  -0.0002  0.0002  -0.0154
O  -0.0094  0.0077  -0.022
O  0  0.0096  -0.0226
O  -0.0042  0.0015  -0.0059
O  0.007  -0.0086  -0.0141
O  -0.0084  0.0085  -0.0286
O  0.0079  0.0051  -0.0201
O  -0.0104  0.0111  -0.0214
O  -0.0038  0.0086  -0.0314
O  -0.0011  0.0067  -0.017
O  0.0069  -0.0032  -0.0203
O  0.0014  0.0003  -0.028
O  -0.0025  -0.0043  -0.0187
O  0.0019  -0.0077  -0.0187
O  0.0012  -0.0121  -0.0158
O  -0.0045  0.0055  -0.0307
O  0.0016  0.0052  -0.0182
O  -0.0096  -0.0078  -0.0224
O  -0.0077  0.0063  -0.0221
O  0.0078  -0.0028  -0.017
O  0.0071  0.0017  -0.0176
O  0.0097  0.0117  -0.023
O  0.0009  0.0003  -0.0186
O  0.0065  -0.0104  -0.0339
O  -0.0027  0.001  -0.009
O  -0.0088  -0.0066  -0.0205
O  -0.0015  -0.0009  -0.0285
H  0.2711  -0.329  -0.2596
H  -0.3567  0.2676  -0.2645
H  -0.3541  0.2227  -0.241
H  0.2839  -0.2787  -0.2641
H  -0.3304  0.2409  -0.2666
H  0.2609  -0.3289  -0.3167
H  0.2635  -0.3379  -0.3009
H  -0.2854  0.2898  -0.2482
H  0.2845  -0.2568  -0.3111
H  -0.3645  0.2733  -0.2754
H  0.2338  -0.3452  -0.2871
H  -0.2994  0.3021  -0.2684
H  0.2224  -0.3286  -0.2796
H  -0.3787  0.2326  -0.2448
H  -0.28  0.3407  -0.2367
H  0.26  -0.3646  -0.2555
H  0.3021  -0.29  0.2576
H  -0.256  0.3599  0.2529
H  0.3088  -0.3142  0.2581
H  -0.2738  0.287  0.3072
H  0.3458  -0.2369  0.2487
H  -0.2353  0.3683  0.3048
H  0.2683  -0.3941  0.2185
H  -0.1778  0.3285  0.2732
H  -0.3387  0.3114  0.2671
H  0.3186  -0.193  0.2698
H  0.3709  -0.2806  0.2669
H  -0.2711  0.3024  0.2563
H  0.4268  -0.1917  0.1965
H  -0.3076  0.2552  0.28
H  0.319  -0.2635  0.2644
H  -0.2279  0.3559  0.2721

The program warned: the cutoff lies below the one the program advises for these potential files; the forces do not sum to zero within the program's tolerance; empty levels may hold ghost states of the PAW files; the exchange-correlation potential is rough where the density is thin.
